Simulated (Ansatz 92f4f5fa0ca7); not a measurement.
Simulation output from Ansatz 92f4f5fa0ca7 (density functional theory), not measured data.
Periodic cell of 166 atoms, Si98O68, from a study of silicon, its oxide and their interface. The atomic structure is a simulated model.

Settings: functional r2SCAN; potential files Ansatz norm-conserving; basis plane waves; wave-function cutoff 1300 eV; density cutoff ratio 4; exchange-correlation grid ratio 1; k mesh 2 x 2 x 1, shifted by 0.5 0.5 0.5 of a step; self-consistency stop 5e-08 eV per atom in the density residual; occupations Fermi-Dirac, 0.05 eV; spin none; net charge 0.

Cell vectors (angstrom)
a 10.88 0 0
b 0 10.88 0
c 0 0 24.5997

Atoms and the computed forces on them: element, x, y, z (angstrom), force x, y, z (eV/angstrom)
Si -0.3728 -0.1553 -0.1247 -0.9908 1.0654 -0.4275
Si 2.8394 2.7865 0.1352 1.9002 -0.8556 1.1921
Si -0.6685 5.8922 0.1381 -2.3116 1.727 3.1292
Si 3.0158 7.7464 -0.1847 -1.6882 0.502 -0.9086
Si 5.977 -0.4242 -0.5838 -0.3182 -1.36 1.1805
Si 8.8129 2.4824 -0.3575 -1.8216 0.65 1.2543
Si 5.0477 5.6872 0.0959 1.7505 -1.5118 0.0952
Si 8.0272 8.1904 0.3278 -1.0763 0.473 -1.2781
Si 1.2402 1.3268 1.0178 -0.4959 -0.1347 1.5426
Si 4.1431 4.1088 1.7596 -2.792 1.6618 -2.5495
Si 1.2175 6.5788 1.2505 2.7389 -0.0043 -0.8718
Si 4.0742 9.4706 0.8956 0.8904 0.6881 2.0221
Si 6.8447 1.3729 0.7839 0.0235 0.3079 0.7449
Si 9.3258 4.1008 1.3843 -1.5206 0.5839 -0.2636
Si 6.4218 6.9394 1.5145 0.0045 0.1955 -0.7849
Si 9.4595 9.3442 1.5199 2.1978 0.4402 0.8447
Si -0.1103 2.8376 2.5591 0.6512 -0.9863 0.5107
Si 2.5932 -0.0778 2.6198 -0.0295 -0.637 -1.6371
Si 0.1829 7.8167 2.6882 -2.3151 2.8242 2.2049
Si 2.5904 5.4696 2.9672 -0.7614 -0.8191 -1.1677
Si 5.2301 2.4108 2.5323 1.7448 -0.8357 0.1596
Si 8.1127 0.0265 2.5781 0.1628 0.6459 -2.174
Si 5.1722 8.3384 2.8698 0.1854 0.6802 -0.7916
Si 7.4956 5.3456 2.7159 2.5746 -0.6263 -0.4024
Si 1.0645 4.14 4.1358 0.7771 -0.9829 0.7637
Si 4.0309 1.067 4.0227 -0.5531 1.3515 -0.3382
Si 1.3716 9.4703 4.1909 -1.4651 -0.1243 -1.6739
Si 3.6626 7.0764 4.1752 1.1906 0.0651 0.9277
Si 6.1225 4.0686 3.9808 0.7475 -0.831 1.3761
Si 9.3891 1.3263 3.8945 1.294 0.8158 0.0952
Si 6.9358 9.7018 4.0012 -1.1673 -2.5301 0.5548
Si 9.2208 6.5821 3.9352 0.5825 0.693 0.1277
Si -0.0578 0.0652 5.3545 -1.1907 -1.3396 -0.4289
Si 2.5271 2.3895 5.3749 0.2523 2.3466 0.0587
Si -0.3837 5.4595 5.5466 0.8076 -1.077 -0.31
Si 2.5069 8.3499 5.7691 1.2842 0.3917 -0.4435
Si 5.6242 0.0752 5.3137 -1.2664 -0.2321 1.8564
Si 7.7419 2.4446 5.0248 0.4621 2.8516 0.7355
Si 5.0235 5.6968 5.6302 0.0178 -1.4718 -1.3101
Si 8.1455 8.1287 5.4208 0.4195 1.177 -1.0669
Si 1.2845 1.0812 6.8309 0.6011 1.3574 0.9557
Si 3.7657 4.088 6.8963 0.2661 -0.5688 -0.0553
Si 1.2039 6.8685 6.8529 -0.2913 -1.3357 0.3182
Si 4.0585 9.85 6.8663 -0.7492 0.5427 -1.605
Si 6.8149 1.453 6.8211 -1.0687 -0.7495 0.4594
Si 9.0845 3.7848 6.5778 1.432 0.326 -0.3666
Si 6.6482 6.9849 6.6742 0.2423 -0.5571 1.1789
Si 9.4766 9.6115 6.8496 0.1729 -0.7305 0.0828
Si -0.2148 2.4928 7.9671 1.2093 2.8132 -1.0466
Si 2.8445 0.2114 8.4296 -0.6018 -0.4853 0.5292
Si 0.0268 8.1624 8.2834 -0.37 1.7378 0.7687
Si 2.6497 5.6583 8.3392 0.0665 -0.1405 -0.992
Si 5.3298 2.6512 8.2031 -0.7688 -0.113 0.035
Si 8.1465 0.1606 8.2699 0.0303 -1.0267 -0.0483
Si 5.3335 8.5358 8.0137 3.1419 -0.7966 0.5515
Si 8.2265 5.4554 7.9193 -1.6373 0.3748 0.3474
Si 1.2439 4.1379 9.3574 -0.3757 -0.5325 1.4805
Si 4.2075 1.3272 10.1147 0.1042 0.2889 -0.8253
Si 1.404 9.7412 9.8293 0.6999 -2.125 -0.6704
Si 4.3146 7.1514 9.3419 -1.8222 -1.4261 1.8201
Si 6.7892 4.032 9.2158 1.4334 0.6615 0.5532
Si 9.6006 1.4354 9.555 -1.3314 -1.0087 0.0724
Si 6.8106 9.6361 9.6815 -0.6671 -0.9967 0.5158
Si 9.4563 6.7985 9.4671 -0.5342 -0.3357 -0.0739
Si 0.1914 0.457 10.8998 1.5332 -0.3665 2.5246
Si 2.5428 2.7805 10.9942 -2.5521 0.6104 0.3784
Si -0.3729 5.3099 10.9394 -0.5338 -0.9301 0.7176
Si 3.1476 8.3209 11.2687 0.9193 -1.6148 -0.9675
Si 5.3197 -0.5332 11.4857 0.3316 0.6089 -0.8492
Si 8.37 2.9437 10.6526 -1.642 2.0158 3.2981
Si 5.7498 5.6013 10.4726 -0.3919 1.3361 1.9064
Si 7.9124 7.8261 10.9637 -2.5613 -1.8685 -4.7224
Si 2.8372 -1.2019 19.6631 2.9514 -0.3736 -1.8424
Si 0.4346 8.9318 15.2872 -0.8657 0.217 2.2421
Si 2.9472 -3.0828 16.352 1.8081 0.5881 -1.5031
Si 7.2809 6.4305 15.241 1.1037 1.8846 -2.944
Si 6.0303 1.2845 15.751 -0.0233 -2.8831 1.3587
Si -1.3325 7.2048 13.2672 3.373 -0.3029 -0.7753
Si 3.3094 5.3649 12.4055 0.9352 -3.3278 2.2939
Si 7.4805 -1.3706 15.2859 -1.8863 -0.3194 -1.4558
Si 5.0968 -2.2965 18.3307 -1.1937 -0.7558 -1.6514
Si 7.5268 6.8165 18.0096 -0.2496 -1.7556 0.5453
Si -3.4414 12.4081 18.4657 -3.7418 -0.8418 2.5166
Si -6.4249 5.4138 15.211 -2.9574 1.2421 -1.6017
Si 4.4403 12.1728 18.2927 -1.6627 -0.5452 -0.3183
Si 11.7988 7.7261 17.9957 1.1161 -1.0593 0.8255
Si -3.8171 4.2387 19.472 0.9978 2.5946 -1.5315
Si -5.325 15.0053 22.1703 -0.5601 1.4226 -0.8957
Si 4.2488 12.2064 22.6604 -0.2121 -1.7978 -2.0112
Si 1.1381 9.1712 22.1124 0.0207 0.2685 0.2196
Si 7.0075 1.5581 13.2419 2.5177 0.3267 -1.426
Si 2.9867 15.8629 20.6697 4.2951 2.5575 -1.7078
Si -1.2437 -0.1372 13.7719 1.4925 0.7469 -0.5231
Si 1.8459 2.7669 22.0188 1.0861 -1.087 1.0597
Si -0.5402 4.2227 22.4618 0.8586 -0.5811 -1.1447
Si -3.0982 9.6404 18.0807 3.0155 0.299 -1.0881
Si 4.2754 4.0989 18.1416 -0.0515 0.4763 -2.6936
Si 11.3397 6.5736 20.6903 -1.8222 -0.1234 0.9744
O -1.8012 0.8367 -0.4751 2.6833 0.6292 -0.5854
O -6.1819 -9.6991 -7.9282 0.1985 0.4447 -0.0996
O 0.1552 5.136 -0.9353 0.4237 -2.0712 -4.2849
O 2.309 3.5991 -1.1649 0.3082 -0.7155 -2.1492
O 3.5363 2.6355 -6.1009 1.3816 2.1313 -0.8105
O 2.0739 10.1152 -3.5988 -1.584 -2.5984 1.3659
O 2.1426 3.6544 -3.9367 -0.2704 -2.0715 1.4879
O 4.9753 -0.2173 -1.9621 0.8275 2.0925 0.3281
O 8.9227 3.6439 -1.6253 -0.5179 -1.2232 0.0987
O -8.8585 -2.0841 -9.2642 1.4573 -1.1054 1.1982
O 4.2617 6.8296 -0.8003 -0.8674 -0.6945 0.724
O 5.9934 4.5427 -0.869 -1.5423 0.9038 -1.4237
O 9.0424 7.0439 -0.3177 1.0895 -1.281 -0.5009
O 4.1589 12.5172 -0.4149 -2.0916 2.3654 2.8027
O 2.7075 -4.0526 12.0238 0.4718 0.7492 -0.0267
O -6.8913 -3.8923 15.4228 0.1215 -1.0038 0.1231
O 2.4114 3.9326 12.281 0.275 -0.9344 -3.6773
O 1.5254 1.414 11.3159 -0.7631 0.7701 0.1818
O -1.3144 3.9259 11.2958 -0.2682 0.7877 -0.6768
O -0.2839 6.2077 12.3943 -0.9692 -0.1934 -1.0703
O -4.926 13.0049 14.3523 1.0123 -0.1104 1.5772
O -0.586 10.6517 12.2337 -0.0973 0.8129 0.9808
O 4.4326 -1.8276 12.169 -0.5708 1.2803 -1.393
O 6.2428 0.3473 12.5244 -0.7731 -1.5635 -0.5394
O 4.8199 4.9913 11.7227 -1.7281 0.9274 -0.0998
O 7.3555 2.6665 12.1164 1.1415 -0.1964 -1.6528
O 6.0332 5.4058 14.8405 1.7493 1.226 0.7254
O 6.8344 6.5788 11.3253 0.2411 0.6062 -0.8986
O 8.6878 8.1589 12.2319 2.7393 0.5311 2.9236
O 3.3512 4.9015 14.0393 2.9862 2.5248 0.2165
O -0.011 -2.4689 16.9149 -0.1832 1.0715 -2.0348
O 0.0633 10.5166 14.8908 -1.8571 -1.0177 -1.3017
O 2.0462 6.7303 17.2603 -0.2036 2.3998 -0.7906
O 6.191 -11.2457 15.202 1.3015 2.6256 1.141
O 8.4501 -1.2045 16.5235 -1.2835 0.9619 3.4761
O 8.532 1.0614 13.863 -1.0331 1.7803 -0.3321
O 8.2648 -2.7162 18.4903 0.2343 0.1148 0.777
O 1.989 6.1814 20.9461 -0.0293 0.8307 0.6143
O 8.4823 6.3814 14.0185 -3.3206 -1.6481 2.8987
O -2.6979 17.0323 16.605 -2.6607 1.2798 -0.0074
O -2.2945 -1.2604 14.148 -0.0013 -1.4279 -0.9047
O 4.11 4.5085 16.4495 0.263 -1.6989 4.2167
O -2.77 10.9804 18.937 1.674 1.4847 -0.622
O -6.9178 -2.0743 17.1817 -0.262 -0.3427 -0.6156
O 6.739 -2.7878 15.1299 0.8804 -3.3669 0.7905
O 12.7139 -2.0355 18.7419 -1.3728 0.5061 0.0672
O 10.663 7.8058 14.3586 -1.2622 0.3753 -1.5278
O 7.2383 1.6822 16.8979 -0.6149 -0.3165 -2.6242
O -3.0132 13.772 19.1941 2.0267 -1.1315 0.328
O -2.9913 16.5545 19.1111 -1.1888 -1.2311 -0.1534
O 5.7704 12.2277 19.1149 3.9057 0.6445 -0.4226
O 5.9125 14.9559 18.3618 -1.8395 0.1382 -0.3218
O 6.2421 9.7492 18.2819 -3.2901 -1.2057 -0.5284
O -5.8056 2.5539 21.9509 0.3944 0.4005 0.147
O -17.5241 5.1217 21.8008 -0.457 -1.9199 -1.3645
O 0.1529 10.1772 23.0088 0.9003 -0.7143 -0.3681
O 4.1823 8.5367 19.6455 -0.9308 1.6632 1.5366
O 0.067 8.0527 21.4128 2.0786 -0.5607 0.2493
O 11.1463 6.7823 19.1302 -0.9255 0.1906 -0.8683
O -4.2091 4.5346 20.9681 -1.6081 -1.2409 2.9815
O 5.8703 7.1978 17.8669 2.1424 -0.5014 0.8285
O 2.2321 8.4194 23.0748 -0.3354 -0.069 0.1092
O 3.5495 11.025 18.9813 -1.5088 -1.6583 0.5482
O 7.3846 9.4912 23.916 -1.3633 -1.3436 0.3101
O -0.4723 16.0889 21.1391 0.5136 0.7687 0.7216
O 2.6491 1.2676 22.1093 0.6452 3.0185 -0.1035
O 0.2474 2.71 22.2226 -0.4136 1.6856 -0.2424
O 3.7076 5.2746 19.0826 -1.5956 -1.1799 2.8107

Results
free energy: -43078.777 eV
free energy less fixed offsets of O -463.61, Si -117.95 eV per atom: 5.803 eV
pressure: -3.38 GPa
stress xx, yy, zz, yz, xz, xy (GPa, positive in tension): 3.16, 4.13, 2.86, -0.76, 0.26, -0.33
